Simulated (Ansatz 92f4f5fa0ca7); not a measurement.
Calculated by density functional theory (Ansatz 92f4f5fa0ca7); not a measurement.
Periodic cell of 264 atoms, Si152O112, from a study of silicon, its oxide and their interface. The atomic structure is a simulated model.
This geometry differs little from another in the collection (a relaxation step or a small displacement).

Settings: functional r2SCAN; potential files Ansatz PAW; basis plane waves; wave-function cutoff 800 eV; density cutoff ratio 5; exchange-correlation grid ratio 1; k mesh 1 x 1 x 1, shifted by 0.5 0.5 0 of a step; self-consistency stop 1e-10 eV per atom in the density residual; occupations fixed; spin none; net charge 0.

Cell vectors (angstrom)
a 10.888 0 0
b 0 10.888 0
c 0 0 37.8908

Atoms: element, x, y, z (angstrom)
Si 0.2169 -0.2153 0.1253
Si 3.0866 2.442 -0.0407
Si -0.2993 5.8293 0.0371
Si 2.3525 8.3856 -0.0061
Si 5.3142 0.2142 0.015
Si 7.7389 3.1048 0.0542
Si 5.5349 5.2402 0.4226
Si 8.291 7.9585 0.1464
Si 1.4319 1.3756 1.309
Si 4.0344 3.9416 1.5495
Si 1.2952 6.8498 1.4152
Si 4.0721 9.4975 1.2375
Si 6.7816 1.4102 1.3933
Si 9.4906 4.1308 1.2693
Si 6.8021 6.8202 1.5352
Si 9.5059 9.5293 1.4109
Si -0.0013 2.7466 2.6148
Si 2.7597 -0.0136 2.6988
Si -0.0412 8.1789 2.8127
Si 2.6635 5.4353 2.7274
Si 5.4383 2.6525 2.8766
Si 8.1581 0.0392 2.7154
Si 5.3871 8.2097 2.7353
Si 8.1946 5.4263 2.8032
Si 1.3089 4.0834 4.0677
Si 4.0706 1.2954 4.1586
Si 1.37 9.5473 4.0864
Si 4.0497 6.8026 4.0732
Si 6.812 4.0715 4.143
Si 9.5478 1.3921 4.0382
Si 6.7778 9.5664 4.0762
Si 9.5197 6.8019 4.1609
Si 0.0034 0.0281 5.4248
Si 2.6999 2.7267 5.4289
Si -0.0033 5.4304 5.4795
Si 2.7058 8.1615 5.4476
Si 5.4491 -0.0175 5.5036
Si 8.1899 2.7096 5.4577
Si 5.4288 5.458 5.4479
Si 8.1352 8.1932 5.4495
Si 1.3568 1.375 6.7954
Si 4.0722 4.0823 6.8017
Si 1.3637 6.7941 6.8192
Si 4.0765 9.5032 6.8149
Si 6.8237 1.3598 6.8262
Si 9.5251 4.0759 6.8224
Si 6.7852 6.8232 6.8058
Si 9.5273 9.5497 6.7948
Si 0.0114 2.7248 8.1606
Si 2.7217 0.0055 8.1392
Si -0.0069 8.1632 8.1535
Si 2.7317 5.4457 8.1828
Si 5.4559 2.7324 8.165
Si 8.1793 0.0073 8.1873
Si 5.432 8.1672 8.1746
Si 8.1593 5.4548 8.147
Si 1.3524 4.0846 9.5233
Si 4.092 1.3496 9.5038
Si 1.3832 9.5157 9.4897
Si 4.0981 6.81 9.54
Si 6.8175 4.1072 9.5212
Si 9.5572 1.3777 9.5251
Si 6.7978 9.5225 9.5202
Si 9.5095 6.8061 9.5181
Si 0.0105 -0.0423 10.8375
Si 2.7304 2.7159 10.8467
Si -0.0081 5.4534 10.8814
Si 2.7485 8.1884 10.8854
Si 5.4488 -0.0048 10.8832
Si 8.2175 2.7749 10.8695
Si 5.4774 5.4758 10.8966
Si 8.122 8.1401 10.8822
Si 1.3951 1.2977 12.1657
Si 4.0831 4.1124 12.1761
Si 1.3522 6.8387 12.2012
Si 4.1408 9.4926 12.2937
Si 6.8491 1.3922 12.1531
Si 9.5309 4.1409 12.307
Si 6.8097 6.8099 12.3447
Si 9.4974 9.5039 12.176
Si 0.0384 2.6551 13.4845
Si 2.7534 -0.0183 13.5782
Si -0.0644 8.1461 13.5455
Si 2.7485 5.5075 13.53
Si 5.5257 2.7995 13.4549
Si 8.1643 0.0002 13.5116
Si 5.4793 8.1605 13.7754
Si 8.1883 5.518 13.7724
Si 1.5047 3.95 14.7298
Si 4.2634 1.356 14.7427
Si 1.2777 9.5189 14.8478
Si 4.0321 6.771 15.0857
Si 6.7727 4.0961 15.0032
Si 9.5351 1.3371 14.8599
Si 6.9395 9.5777 15.0628
Si 9.4921 6.9931 15.1678
Si -0.3163 -0.2938 16.1902
Si 3.0993 2.8641 15.9984
Si -0.0036 5.8468 16.6643
Si 2.2915 7.93 16.2126
Si 5.7367 0.3205 16.1977
Si 7.9671 2.4675 16.1881
Si 5.1612 5.1345 16.4087
Si 8.8031 8.925 16.4027
Si 6.3419 0.4329 20.4554
Si 7.9706 30.496 19.5218
Si -6.4108 17.7364 21.6533
Si -3.1248 7.9298 29.2985
Si -1.0539 11.3542 35.275
Si -2.6344 13.7336 20.9701
Si -11.6964 19.782 21.9755
Si -21.2739 -6.609 27.7722
Si -16.1108 9.5531 22.9071
Si -5.193 -3.9753 18.9015
Si -8.3497 14.675 34.963
Si 3.4271 11.2902 20.1744
Si -2.4549 5.2929 27.8944
Si -15.653 1.4708 26.21
Si -21.7534 12.0311 27.5945
Si -6.7567 20.2709 18.1511
Si 2.8083 -2.4585 32.3413
Si -17.374 13.8393 24.3815
Si -20.1511 9.3508 26.9499
Si 1.2186 12.4025 18.184
Si -18.683 20.8072 24.5183
Si -15.3319 15.496 22.8127
Si -20.0301 7.4934 22.9508
Si 4.3724 5.4116 26.2075
Si -11.4985 12.007 22.7199
Si 0.8112 6.3184 32.388
Si -25.3648 5.9946 25.2594
Si -20.2249 6.5472 25.8123
Si -1.0342 14.5921 18.4807
Si -13.4659 41.389 24.4674
Si 11.8992 1.0285 30.3951
Si -3.6896 -4.2839 31.8779
Si -0.0424 15.9203 34.9833
Si 7.1314 9.7136 35.7165
Si 0.3255 10.3212 32.8698
Si -16.0326 23.672 30.5732
Si -2.2986 13.9463 34.9876
Si -15.9049 32.1485 28.6799
Si 9.5703 -2.6415 31.57
Si 5.9108 14.7086 28.2036
Si -7.9329 9.649 29.5644
Si -16.3929 8.0601 33.8615
Si 6.8651 14.5932 32.5011
Si -1.9934 11.4884 25.475
Si 3.9842 14.1746 32.2976
Si 1.7191 15.0046 30.5335
Si -18.0008 28.2668 35.9671
Si 2.3558 23.1066 22.9221
O -1.5576 4.49 -2.8478
O 4.604 6.6121 -17.8379
O 8.44 10.5441 -2.5997
O 4.1879 1.3048 -0.4424
O -6.371 5.8855 -0.6489
O -18.6486 8.6185 -7.1129
O 0.6226 13.5607 -10.4815
O 1.2682 9.5407 -0.4444
O 6.057 -0.2746 -1.3574
O 10.3923 0.5834 -1.1051
O 6.9978 2.5126 -6.4868
O 0.3798 5.5017 -1.4136
O 9.4134 6.8915 -0.3598
O -4.7249 11.3573 -7.943
O 7.5609 8.4965 -1.202
O -11.9026 9.5724 -5.4957
O 11.3893 -17.2617 15.9074
O -16.0318 3.4066 23.6231
O -21.7477 -14.4036 31.4479
O -7.9706 6.7787 22.0812
O 1.2565 6.8563 16.9198
O -0.6191 5.2306 18.0573
O -18.6302 6.4695 26.1946
O 4.8036 10.6606 17.4273
O 0.302 11.1764 17.6239
O -10.0985 4.9234 31.5821
O 1.3072 6.512 24.1901
O -6.0926 12.55 25.2927
O -1.6578 2.1161 22.0221
O -3.4045 27.157 23.7804
O -5.1825 16.9822 25.5787
O 8.6066 -2.1366 18.0327
O -12.7686 19.4836 30.0975
O -11.9103 15.5158 28.2315
O -5.778 19.1769 22.059
O 3.8743 15.0463 25.3123
O -15.735 21.7005 21.966
O 11.4525 18.8926 21.9366
O 4.0559 25.7426 16.777
O 13.1331 1.9943 17.0585
O -2.1083 3.1234 17.4275
O -15.8147 6.9992 32.8054
O -20.9637 -0.1162 26.899
O 2.795 19.7799 17.4226
O -19.4197 8.7969 23.6495
O 3.0957 5.3073 35.1045
O -13.6765 -16.6911 26.3231
O 5.3066 5.6476 22.3404
O -20.1289 20.3175 32.8002
O 0.4608 22.4499 31.8594
O -8.9407 9.0063 28.4867
O 4.4695 23.6563 31.6035
O 5.7942 16.5818 17.8311
O -14.9033 7.0778 30.3606
O -14.522 -6.3336 28.7296
O -8.7204 1.0672 19.4155
O -5.5733 14.9979 32.6778
O -7.9057 -1.2833 26.0922
O -4.041 12.2858 16.7789
O 1.5144 15.5396 29.0072
O -26.3232 24.6494 26.9708
O -16.8642 1.0423 19.9391
O -2.9172 7.4443 25.3543
O -30.3128 11.0649 30.0678
O -7.8421 0.4608 21.7387
O -3.8959 -0.8629 19.69
O -3.9941 9.1194 28.6404
O -10.9437 11.7055 29.1858
O -18.5115 2.6105 23.2896
O -27.7442 18.1084 35.1354
O -7.2336 9.7614 19.6561
O -8.5907 0.404 24.2366
O -23.5355 8.6625 20.6675
O 7.0996 7.3365 19.6029
O -1.4784 19.2654 23.3477
O -6.2647 20.8791 24.0486
O -14.3912 -9.2392 20.3148
O -3.8824 20.0567 23.6676
O -1.7636 14.5745 19.9107
O -14.5065 14.8351 21.6115
O -9.9352 7.9832 26.3467
O -5.6745 -2.6882 18.0527
O -13.4131 17.7694 28.2229
O -5.5779 13.7978 29.3822
O -1.0097 33.7266 24.2837
O -8.5717 28.6771 32.59
O -10.0365 16.1388 26.5104
O -8.1587 18.5028 36.4876
O -6.5185 31.622 28.8441
O 2.6925 13.9428 36.3927
O -13.2959 18.3057 32.4062
O -4.4265 30.9283 34.3579
O -1.4415 12.0166 26.9024
O -4.9147 22.0509 27.2783
O -2.0619 9.874 25.4702
O 1.3237 2.5799 30.4796
O -7.6805 13.9131 33.6958
O 0.2634 2.7426 18.6053
O -0.5777 10.5075 22.0774
O 0.1 17.061 33.8419
O 0.968 14.7248 34.5974
O -18.5754 15.0632 31.1856
O -12.1696 1.8913 34.5536
O 0.1209 21.5626 34.4169
O 6.6219 15.1409 37.5957
O -14.3776 14.0749 33.9252
O 8.0926 13.4634 36.448
O -3.4843 1.189 25.2656
O 7.5952 15.9296 31.9769
O -6.1055 15.7655 27.6913
O -6.769 8.7964 33.1943
O 0.8587 23.5487 22.5346

Results
free energy: -161110.893 eV
free energy less fixed offsets of O -570.45, Si -639.56 eV per atom: -7.373 eV

Forces (eV/angstrom), in the order of the atoms: element, x, y, z
Si 0.0032 -0.0029 0.0212
Si 0.0027 -0.0068 0.0257
Si -0.0062 0.0019 0.0288
Si -0.0027 0.0044 0.0242
Si -0.0027 0.0025 0.0265
Si -0.0012 0.002 0.0268
Si 0.0062 -0.0014 0.0136
Si 0.0037 -0.001 0.0207
Si -0.0011 0.0023 -0.0038
Si -0.003 0.0016 -0.0025
Si 0.0018 -0.0009 -0.0047
Si 0.0009 -0.0016 -0.0006
Si 0.0022 -0.0016 -0.0056
Si 0.0018 -0.0011 -0.0047
Si -0.0011 0.0013 -0.0022
Si -0.0012 0.0017 -0.0031
Si 0.0002 0.0005 -0.0003
Si 0.0014 0.0005 -0.0012
Si -0.0007 0 -0.0008
Si -0.0004 -0.0006 0.0008
Si -0.0011 -0.0003 0.0002
Si 0.0004 0.0003 -0.0001
Si -0.0009 0.0014 0.0015
Si 0.0008 0.0008 -0.0004
Si -0.0001 0.0005 0.001
Si 0.0006 -0.0008 0.0011
Si -0.0002 0.0005 0.0004
Si -0.0002 0.0015 0.0014
Si 0.0004 -0.0001 -0.0015
Si -0.0009 0.0006 -0.0004
Si -0.0011 0.0007 0.0022
Si 0.0001 -0.0003 0.0002
Si -0.0007 0.0017 0.0004
Si -0.0016 0.0011 0.0006
Si 0.0006 -0.0002 0.0006
Si 0.0003 -0.0002 0.0004
Si -0.0003 -0.0003 0.0016
Si 0.0007 -0.0009 0
Si -0.0005 0.0017 0.0002
Si -0.0006 0.001 -0.0003
Si 0.0006 0.0001 -0.0004
Si -0.0001 0 0.0004
Si -0.0007 0.0006 0.0002
Si -0.0002 0.0008 0.0003
Si -0.0002 0.0004 0.0007
Si -0.0004 0.0006 0
Si 0.0002 0 0.0007
Si 0 -0.0002 0.0002
Si 0.0001 0.0004 -0.0001
Si -0.0005 0.0006 -0.0001
Si 0.0002 0.0006 0.0009
Si 0.0001 0.001 0.0004
Si 0.0001 0.0004 0.001
Si 0.0001 0.0005 0.0005
Si -0.0005 0.0007 0.0007
Si -0.0001 -0.0001 0.0012
Si 0.0001 0.0006 0.0002
Si -0.0002 0.0002 0.0011
Si 0.0001 0 0.0001
Si 0.0001 -0.0001 0.0007
Si -0.0003 0.0005 0.0006
Si -0.0006 0.0001 0.0007
Si 0.0006 0.0004 0.0009
Si -0.0001 0.0012 0.0011
Si -0.0016 0.0011 0.0013
Si 0.0005 0.0003 0.0008
Si -0.0002 0.0004 0.0011
Si 0.001 0.0009 -0.0002
Si -0.0002 0.0006 0.0005
Si 0.0013 0.0014 0.0006
Si -0.0006 0 0.0001
Si 0.0004 0 -0.0006
Si 0.0017 0.0011 0.003
Si 0.0003 0.0013 0.0003
Si 0.0012 0.0008 -0.001
Si 0.0001 -0.0014 -0.002
Si -0.0002 -0.0002 0.0006
Si -0.002 -0.0032 -0.0013
Si -0.0013 -0.001 0.0011
Si 0.0002 0.0005 -0.0001
Si -0.0036 0.0018 0.0003
Si 0.0012 0.0006 0.0027
Si -0.0006 -0.0009 -0.0012
Si 0.0008 0.0009 -0.0028
Si 0.0005 -0.0002 0.0003
Si -0.0004 -0.0006 0.0001
Si 0 0.0014 0.0003
Si 0.0021 -0.0004 0.001
Si -0.0078 0.0059 0.0153
Si 0.0004 0.0009 -0.009
Si -0.0018 0.0005 -0.007
Si -0.0015 -0.0001 -0.0009
Si 0.0004 -0.001 -0.0034
Si -0.0005 -0.0017 -0.0049
Si 0.0037 0.0014 -0.0049
Si 0.0007 0.005 -0.0026
Si 0.0085 0.0083 0.0246
Si -0.0009 0.0056 0.0154
Si -0.0023 -0.0136 0.0292
Si 0.0019 0.003 0.0272
Si -0.0073 -0.0002 0.025
Si 0.0033 0.003 0.0214
Si 0.0054 0.0046 0.0324
Si -0.003 -0.0044 0.0439
Si 0.0027 -0.0013 0.0107
Si -0.006 0.0016 0.035
Si -0.0004 0.0073 -0.0034
Si 0.0034 -0.0007 -0.0324
Si 0.0036 0.001 0.0219
Si -0.0009 0.0026 0.0081
Si 0.0008 0.005 -0.0023
Si -0.0042 0.0004 -0.0246
Si -0.0058 0.0004 -0.0124
Si 0.0005 0.0091 0.0282
Si -0.0007 -0.0011 0.0269
Si 0.0025 0.001 0.0192
Si 0.0007 -0.0026 -0.0247
Si -0.0016 -0.0018 -0.0284
Si -0.0063 -0.0002 -0.0293
Si 0.0028 -0.0027 0.0341
Si 0.0003 0.0016 -0.0105
Si -0.0017 0.0032 -0.0218
Si 0.0072 -0.0004 -0.0324
Si -0.0025 0.0063 0.0359
Si 0.0038 0.0033 -0.0177
Si 0.007 -0.0066 -0.012
Si -0.0001 -0.0005 -0.01
Si -0.001 -0.0001 -0.0233
Si -0.0035 0.0028 -0.0089
Si -0.0028 -0.0034 -0.0038
Si 0.0006 0.0008 -0.0261
Si 0.0048 0.0005 -0.0345
Si 0.0045 -0.0004 0.0395
Si 0.0008 0.0022 -0.019
Si -0.0006 0.0069 -0.0158
Si 0.0038 0.0004 -0.0171
Si 0.0005 -0.0022 0.0228
Si -0.0009 -0.0003 0.0324
Si -0.0111 0.0031 -0.006
Si -0.0018 0.0049 -0.028
Si 0.0012 -0.0007 0.0207
Si 0.0004 -0.0009 -0.0276
Si -0.0046 0.011 -0.0049
Si 0.0016 0.0054 -0.0301
Si -0.0018 0.0038 -0.0242
Si 0.0037 -0.0031 0.0035
Si 0.0004 -0.0006 -0.0027
Si 0.0077 0 -0.0266
Si -0.0016 0.0008 -0.0055
Si -0.0035 -0.0139 -0.0201
Si -0.0062 0.0056 0.0208
Si 0.0043 -0.0018 -0.0101
O 0.0007 -0.0014 -0.0061
O 0.0053 -0.0038 -0.0112
O 0.0004 0.0024 -0.0074
O -0.0011 0.001 -0.008
O -0.008 0.0087 -0.0221
O 0.0007 -0.0099 0.0166
O 0.0002 0.0022 0.0066
O 0 0.0002 -0.0092
O 0.0102 -0.0061 -0.029
O -0.0087 0.0078 -0.0297
O 0.0021 0.0006 0.0053
O 0.0068 -0.0063 -0.0352
O 0.0004 -0.0003 -0.0102
O 0.0013 0.0059 0.0118
O -0.0092 0.0101 -0.0261
O 0.0151 -0.0016 0.0097
O 0.0089 -0.0055 -0.0149
O -0.0016 -0.0028 0.0072
O -0.0035 0.003 0.0039
O -0.0004 0.0003 0.0009
O -0.0004 0.0042 -0.0156
O 0.0051 0.0119 -0.0272
O -0.0006 0.0004 0.0065
O 0.0123 0.0123 -0.02
O -0.0158 -0.0178 -0.0315
O -0.002 0.0055 0.0073
O 0.0012 -0.0024 0.0051
O 0.0044 -0.0093 0.0167
O 0.005 -0.0047 -0.0024
O 0.0007 0.0004 0.0105
O 0.0007 0.0017 0.0127
O 0.0113 0.0062 -0.0534
O 0.0049 -0.0056 0.0208
O 0.0016 -0.0007 0.0068
O 0.0012 -0.0015 0.0033
O 0.0012 0.0058 0.0091
O -0.0013 -0.0007 0.0013
O 0.0011 -0.0005 0.0039
O -0.0007 -0.0013 -0.0147
O 0.0151 0.0087 -0.0243
O -0.0166 -0.0106 -0.0269
O -0.0066 0.0065 0.0028
O -0.0034 0.0015 0.0084
O -0.0089 -0.0098 -0.0259
O -0.0019 0.002 0.0043
O -0.001 -0.0022 -0.0051
O 0.0044 -0.0026 0.0202
O -0.0012 -0.001 0.0098
O 0.0021 -0.0021 0.001
O -0.0071 -0.0106 0.0066
O 0.0044 0.0022 0.0221
O -0.001 0.0015 0.0072
O -0.0055 -0.0126 -0.0319
O -0.0026 -0.0006 0.0184
O 0.0011 0.0016 0.0135
O -0.0118 0.0032 -0.0049
O -0.0007 -0.0032 -0.0005
O -0.0046 -0.0003 0.0179
O 0.0019 -0.0018 -0.0112
O 0.0055 -0.0036 0.0191
O -0.0009 0.0058 0.0153
O -0.0014 0.0012 -0.013
O 0.0069 -0.0074 0.0066
O -0.0014 -0.0041 0.0072
O 0.0014 0.0006 -0.0049
O 0.0031 -0.0024 -0.0053
O 0.0004 -0.0018 0.0111
O 0.0068 0.0074 0.015
O 0.0016 0.0004 0.0057
O 0.0024 0.0011 -0.0088
O 0.0004 -0.0046 -0.0176
O -0.0002 -0.0019 0.0081
O -0.0055 -0.0012 -0.0126
O -0.0029 0.0003 -0.0088
O -0.0023 0.0026 0.0068
O -0.0021 0.0049 0.0059
O -0.0004 -0.0024 -0.0085
O -0.0008 -0.0048 0.0139
O 0.0041 -0.0001 -0.0157
O -0.0011 -0.0009 0.0024
O -0.0006 0.0029 0.0082
O -0.0027 0.0018 -0.0152
O -0.0025 0.0066 0.0239
O 0.0014 -0.0101 0.0284
O -0.0048 -0.0023 0.015
O 0.0006 0.0048 0.003
O -0.0024 -0.0054 0.0134
O 0.0112 -0.015 -0.0272
O -0.0037 0.0017 0.0104
O -0.0054 0.012 -0.0361
O 0.0002 0.0055 0.0024
O -0.0049 -0.003 -0.0099
O 0.009 0.0006 0.0142
O -0.0022 -0.0064 0.0181
O -0.0006 0.0043 0.009
O -0.0017 0.0016 0.008
O 0.003 -0.0038 -0.0039
O 0.0021 -0.0051 -0.0141
O 0.0013 0.0018 0.002
O 0.0011 0.0051 -0.0055
O -0.0018 0.0034 -0.007
O 0.0028 -0.0004 0.0085
O -0.0018 0.0024 -0.009
O 0.0016 -0.0038 -0.0088
O -0.0015 0.0011 -0.0059
O -0.0047 0.0009 -0.0082
O 0.0056 -0.0038 -0.033
O -0.0045 0.0026 0.009
O -0.0001 -0.0019 0.0092
O 0.0025 -0.0038 0.0152
O -0.0058 0 0.0022
O 0.0009 0.0006 0.0023

The program warned: the cutoff lies below the one the program advises for these potential files; the forces do not sum to zero within the program's tolerance; empty levels may hold ghost states of the PAW files; the exchange-correlation potential is rough where the density is thin.
